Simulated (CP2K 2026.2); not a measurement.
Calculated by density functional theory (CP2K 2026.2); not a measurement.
Periodic cell of 504 atoms, Si360O144, from a study of silicon, its oxide and their interface. The atomic structure is a simulated model.
Doubt: the forces sum to 0.69 eV/angstrom along one axis rather than to zero, so they err by at least 0.0014 eV/angstrom per atom on average; the grid cutoff is modest.

Settings
functional: PBE
method: Gaussian and plane waves
basis set: DZVP-MOLOPT-SR-GTH
pseudopotentials: GTH-PBE
grid cutoff: 350 Ry, relative cutoff 50 Ry
k points: Gamma only
occupations: fixed
spin: none
net charge: 0

Cell vectors (angstrom)
a 16.32 0 0
b 0 16.32 0
c -1.765 -5.0566 33.8474

Atoms and the computed forces on them: element, x, y, z (angstrom), force x, y, z (eV/angstrom)
Si -0.853 -3.378 33.792 0.171 -0.457 0.488
Si 7.996 2.746 30.76 0 -0.063 0.131
Si 0.306 0.441 31.907 0.321 0.058 -0.527
Si 1.374 0.552 29.862 -0.243 -0.136 0.657
Si 15.766 10.36 1.585 0.041 0.03 0.02
Si -0.462 8.13 28.95 0.009 0.065 -0.047
Si 1.143 10.406 29.463 0.334 0.069 -0.123
Si 0.887 -2.351 25.641 -0.051 0.031 -0.048
Si 4.049 4.108 0.072 0.12 -0.024 0.525
Si 5.484 1.441 33.833 -0.038 0.268 0.639
Si 2.143 7.662 1.367 -0.034 -0.059 -0.019
Si 11.316 11.26 1.615 0.002 0.02 -0.024
Si 14.015 7.967 31.472 -0.003 -0.119 0.081
Si 11.432 0.469 1.695 -0.009 0.069 -0.045
Si 6.525 -1.424 27.943 -0.035 0.029 0.144
Si 12.402 8.052 0.21 -0.07 0.595 0.121
Si 9.079 5.318 31.732 -0.099 -0.236 0.69
Si 12.211 5.614 31.166 -0.013 -0.011 0.064
Si 16.02 -0.144 1.009 0.006 -0.019 -0.041
Si 2.648 2.673 1.313 -0.006 -0.014 0.009
Si 0.347 5.939 1.543 0.297 0.223 0.447
Si 0.288 3.22 32.921 0.078 -0.135 0.612
Si 1.888 6.298 29.916 0.075 0.158 0.057
Si 3.125 13.787 1.296 -0.382 -0.179 0.736
Si 5.199 -0.199 1.547 0.188 0.107 0.753
Si 8.219 2.597 1.357 -0.007 -0.057 -0.041
Si 5.545 5.43 1.325 0.035 0.036 0.093
Si 8.504 8.292 1.112 -0.064 -0.011 -0.046
Si 7.135 7.646 30.665 0.034 -0.001 -0.021
Si 7.859 13.297 1.325 0.047 0.018 -0.101
Si 12.261 14.904 2.835 0.006 -0.023 -0.022
Si 13.035 2.272 1.581 -0.038 -0.206 0.567
Si 10.898 5.495 1.501 -0.389 -0.438 0.203
Si 14.032 8.71 1.717 0.069 0.051 0.008
Si 10.54 9.574 0.11 0.091 0.031 -0.051
Si 14.836 12.085 2.889 0.007 0.028 -0.034
Si 14.906 1.259 2.609 0.025 0.049 -0.032
Si 1.377 4.127 2.685 -0.047 -0.038 -0.01
Si 14.994 6.907 2.866 -0.001 -0.01 -0.009
Si 1.282 9.41 2.725 0.015 -0.012 -0.009
Si 13.105 13.018 1.62 -0.307 -0.141 0.506
Si 1.25 14.878 2.393 0.014 -0.014 -0.073
Si 3.966 1.362 2.756 0.03 -0.055 -0.009
Si 6.779 3.96 2.694 0.015 0.047 -0.036
Si 4.048 6.791 2.572 -0.031 0.039 -0.006
Si 6.944 9.626 2.406 -0.02 0.006 -0.029
Si 4.239 12.302 2.742 -0.011 0.002 -0.012
Si 6.821 14.903 2.749 -0.028 -0.005 -0.013
Si 9.582 1.379 2.803 -0.011 0.004 -0.019
Si 12.182 4.059 2.833 -0.005 0.011 0.022
Si 9.479 6.848 2.757 0.022 0.034 -0.006
Si 12.318 9.655 3.028 -0.033 0.006 -0.017
Si 9.527 12.307 2.722 -0.022 0.031 -0.017
Si 9.678 10.948 33.39 0.108 0.193 0.598
Si 13.679 -0.074 4.131 0.01 0.033 -0.02
Si -0.043 2.706 3.949 -0.015 -0.011 0.023
Si 13.61 5.443 4.087 0.026 -0.013 0.016
Si 0.029 8.173 4.28 0.003 0.011 -0.014
Si 13.605 10.903 4.454 0.023 -0.042 0.013
Si 0.006 13.563 3.956 -0.017 0.025 -0.017
Si 2.564 -0.078 3.96 -0.007 -0.031 0.005
Si 5.389 2.686 4.087 0.002 -0.004 0.005
Si 2.781 5.427 4.067 -0.007 0.045 -0.042
Si 5.462 8.255 3.817 0.022 0.002 -0.033
Si 2.754 10.859 3.93 -0.014 0 -0.014
Si 5.471 13.632 4.196 0.026 0.009 0.011
Si 8.185 -0.023 4.073 -0.027 -0.017 0.009
Si 10.828 2.761 4.225 0.041 -0.051 -0.024
Si 8.105 5.415 4.041 0.008 -0.045 -0.018
Si 10.88 8.163 4.131 -0.006 -0.021 0.006
Si 8.2 10.862 4.016 -0.044 0.025 0.019
Si 10.797 13.665 4.167 -0.003 -0.014 0.018
Si 15.035 14.908 5.453 0.039 0 0.001
Si 1.3 1.342 5.359 -0.021 0.024 -0.011
Si 14.972 4.055 5.399 0.015 -0.022 0.031
Si 1.427 6.76 5.484 0.002 -0.021 -0.001
Si 15.004 9.504 5.651 -0.005 -0.021 0.029
Si 1.392 12.221 5.33 -0.014 0.006 0.02
Si 4.003 14.986 5.41 -0.001 0.026 -0.011
Si 6.785 1.335 5.41 0.011 0.01 0.045
Si 4.09 4.075 5.453 -0.026 -0.012 0.015
Si 6.735 6.846 5.308 -0.004 -0.009 -0.008
Si 4.118 9.526 5.315 0.012 -0.018 0.011
Si 6.842 12.205 5.442 -0.005 0 -0.02
Si 9.481 14.994 5.531 -0.003 0.026 0.016
Si 12.263 1.331 5.447 -0.037 0.01 0.003
Si 9.461 4.132 5.505 0.009 0.043 0.007
Si 12.252 6.794 5.463 -0.02 0.009 0.016
Si 9.512 9.532 5.453 -0.01 -0.03 -0.005
Si 12.167 12.326 5.577 0.002 0.004 -0.037
Si 0.013 -0.002 6.8 0.016 -0.007 0.005
Si 2.692 2.69 6.746 0.003 -0.036 -0.01
Si 0.022 5.396 6.79 -0.014 -0.008 0.017
Si 2.791 8.173 6.76 -0.007 0.004 0.017
Si 0.076 10.926 6.838 0.025 0 0.005
Si 2.702 13.579 6.761 -0.008 -0.014 0.001
Si 5.395 0.004 6.774 0.017 -0.002 0.007
Si 8.114 2.72 6.804 -0.01 -0.021 -0.002
Si 5.442 5.479 6.759 -0.001 0.028 -0.008
Si 8.12 8.15 6.747 0.001 0.007 -0.025
Si 5.44 10.86 6.759 -0.006 0.011 0.005
Si 8.143 13.582 6.837 0.011 -0.003 0.023
Si 10.887 0.022 6.837 0.004 -0.004 0.008
Si 13.611 2.716 6.791 0.01 -0.004 -0.011
Si 10.873 5.463 6.831 0.014 -0.014 -0.004
Si 13.593 8.119 6.884 -0.013 0.002 0.001
Si 10.838 10.887 6.858 0.005 0.015 0.008
Si 13.62 13.639 6.852 -0.029 0.013 -0.006
Si 14.964 1.341 13.604 0.011 -0.022 0.005
Si 1.399 4.104 13.606 -0.011 0.005 -0.006
Si 14.99 6.827 13.555 -0.007 -0.001 -0.002
Si 1.39 9.52 13.581 0.01 -0.016 -0.012
Si 14.959 12.241 13.594 0.001 -0.001 0.001
Si 1.353 -1.384 13.61 0.008 -0.015 -0.008
Si 4.061 1.372 13.587 -0.018 0.025 0.001
Si 6.805 4.074 13.603 0.022 -0.029 -0.016
Si 4.11 6.798 13.638 -0.003 -0.001 0
Si 6.798 9.512 13.662 -0.009 0.005 0.005
Si 4.077 12.231 13.619 -0.013 0.002 -0.01
Si 6.793 -1.377 13.577 0.01 0.003 -0.001
Si 9.485 1.367 13.575 -0.022 0.018 -0.017
Si 12.231 4.079 13.56 0.008 0.004 -0.001
Si 9.506 6.825 13.604 -0.01 0.009 -0.003
Si 12.249 9.539 13.586 0.014 -0.007 0
Si 9.506 12.228 13.612 0.019 -0.002 0
Si 12.206 -1.361 13.592 -0.011 0.017 -0.003
Si 13.571 -0.014 14.952 -0.005 0.013 0.003
Si 0.033 2.72 14.918 0.005 0.026 0.002
Si 13.607 5.464 14.861 -0.003 -0.01 -0.015
Si 0.033 8.175 14.935 -0.004 -0.004 -0.011
Si 13.612 10.885 14.964 -0.017 -0.008 -0.006
Si -0.012 13.58 14.979 0.023 0.008 0.005
Si 2.717 -0.012 14.94 -0.007 -0.015 -0.007
Si 5.425 2.722 14.953 0.019 0.014 -0.009
Si 2.774 5.435 15.016 -0.003 -0.018 -0.003
Si 5.455 8.139 15.045 0.021 -0.007 0.002
Si 2.731 10.857 14.98 0.005 0.016 -0.009
Si 5.454 13.587 14.958 -0.007 0.003 -0.02
Si 8.131 -0.005 14.932 0.03 0.017 -0.007
Si 10.858 2.725 14.913 -0.011 -0.01 -0.007
Si 8.16 5.45 14.961 -0.019 0.004 -0.007
Si 10.861 8.211 14.942 -0.009 -0.019 -0.004
Si 8.164 10.879 15.014 0.008 -0.003 0.003
Si 10.845 13.606 14.966 -0.027 -0.009 0.003
Si 14.915 -1.382 16.318 -0.038 -0.016 -0.006
Si 1.386 1.367 16.297 -0.019 -0.007 0.033
Si 14.94 4.082 16.194 0.015 0.019 -0.025
Si 1.387 6.827 16.315 -0.002 0.042 -0.002
Si 15.022 9.544 16.31 0.022 -0.004 -0.021
Si 1.352 12.2 16.332 -0.017 -0.01 -0.002
Si 4.095 -1.363 16.285 0.014 0.016 0
Si 6.736 1.312 16.285 -0.04 -0.043 0.019
Si 4.161 4.085 16.406 -0.021 0.028 -0.001
Si 6.816 6.744 16.407 0.018 -0.007 0.005
Si 4.104 9.537 16.383 -0.045 0.005 -0.008
Si 6.804 12.256 16.364 0.002 0.005 -0.007
Si 9.463 -1.352 16.32 -0.006 -0.016 0.016
Si 12.176 1.35 16.281 -0.002 -0.001 -0.02
Si 9.559 4.118 16.286 0.009 0.008 0.013
Si 12.269 6.842 16.202 0.026 0.008 -0.041
Si 9.516 9.516 16.394 0.003 0.013 0.01
Si 12.214 12.236 16.305 0.033 0 0.003
Si -0.091 0.075 17.603 0.007 -0.049 -0.02
Si 2.843 2.624 17.685 0.028 0.005 -0.027
Si -0.015 5.406 17.542 -0.029 0.028 -0.009
Si 2.709 8.203 17.733 -0.005 -0.052 -0.023
Si 0.022 10.869 17.768 0.014 0.021 -0.021
Si 2.741 13.587 17.601 0.005 -0.002 -0.007
Si 5.42 -0.064 17.73 0.013 0.008 -0.052
Si 8.125 2.72 17.508 0.023 0.019 0.012
Si 5.501 5.422 17.883 -0.016 0.019 -0.022
Si 8.207 8.073 17.76 -0.011 -0.02 -0.042
Si 5.496 10.878 17.752 0.007 -0.009 0.048
Si 8.085 -2.642 17.745 0 0.012 -0.038
Si 10.861 -0.045 17.67 0.034 0.005 0.007
Si 13.525 2.789 17.539 -0.043 0.009 -0.017
Si 10.977 5.516 17.602 0.007 -0.028 -0.012
Si 13.622 8.172 17.566 -0.028 -0.013 -0.019
Si 10.86 10.941 17.724 0.012 -0.02 0.023
Si 13.574 13.543 17.7 0.033 0.023 0.003
Si 14.762 1.43 18.915 -0.017 0.01 0.028
Si 1.349 3.99 18.808 0.006 0.051 0.067
Si 14.933 6.748 18.88 0.032 -0.061 0.076
Si 1.395 9.54 19.183 0.034 -0.002 0.027
Si 14.932 12.212 19.112 -0.044 -0.028 -0.021
Si 1.324 -1.325 18.809 0.022 -0.006 0.026
Si 4.168 1.284 19.187 -0.009 0.036 0.043
Si 6.957 3.953 19.13 0.015 -0.013 0.03
Si 4.044 6.877 19.142 0 -0.049 0.039
Si 6.87 9.456 19.103 -0.011 0.007 0.028
Si 4.117 12.311 19.044 0.005 0.059 0.027
Si 6.738 -1.337 19.233 0.001 0.011 0.03
Si 9.415 1.356 18.87 -0.08 0.021 -0.046
Si 12.292 4.154 18.992 -0.032 -0.033 -0.006
Si 9.68 6.77 19.095 -0.083 0.006 0.029
Si 12.322 9.548 18.945 0.069 -0.007 0.007
Si 9.476 12.37 19.068 0.014 -0.009 0.026
Si 10.773 -2.599 20.545 -0.038 -0.057 -0.044
Si -1.058 -0.821 21.482 -0.044 -0.036 0.043
Si -0.068 2.71 20.169 0.044 0.009 -0.006
Si 13.682 5.451 20.433 0.002 0.013 0.146
Si -0.069 8.042 20.303 0.06 0.059 -0.006
Si 13.584 10.828 20.492 0.021 0.017 0.016
Si -0.06 -2.55 20.229 -0.027 0.022 0.047
Si 2.594 -0.094 20.342 0 -0.027 0.1
Si 6.067 2.17 20.46 0.236 -0.264 -0.43
Si 2.62 5.342 20.223 -0.36 0.418 -0.298
Si 5.305 8.363 20.533 -0.072 0.026 0.005
Si 2.762 11.047 20.474 -0.046 -0.058 0.045
Si 5.311 -2.702 20.658 0.017 -0.025 0.084
Si 7.946 0.329 20.428 0.016 0.027 0.006
Si 10.505 3.058 20.036 -0.119 0.234 -0.494
Si 8.896 4.813 20.224 0.011 0.039 0.039
Si 11.062 8.226 20.396 0.068 -0.064 0.066
Si 8.217 10.901 20.385 0.068 -0.006 0.014
Si 12.2 -1.43 19.05 -0.016 0.027 0.011
Si 13.389 0.103 20.34 0.001 -0.047 0.036
Si 0.668 0.824 21.345 -0.033 -0.082 -0.597
Si -0.781 4.445 21.567 0.022 0.298 -0.55
Si 0.843 6.22 21.5 -0.092 -0.016 0.008
Si 14.525 8.934 21.647 -0.248 -0.154 -0.538
Si 1.635 12.835 21.505 0.337 0.211 -0.444
Si 3.32 -1.773 21.839 -0.027 -0.071 -0.018
Si 8.185 4.568 25.18 -0.095 0.084 -0.014
Si 4.133 6.151 24.161 -0.009 -0.161 -0.142
Si 6.227 7.474 22.427 -0.233 0.061 -0.579
Si 4.54 10.23 21.846 -0.026 0.104 -0.06
Si 6.438 11.741 21.692 -0.012 0.073 -0.024
Si 9.698 -0.81 21.875 -0.024 0.076 0.017
Si 11.618 0.907 21.812 -0.164 -0.624 -0.398
Si 8.543 5.641 22.348 0.138 -0.364 -0.683
Si 12.779 7.225 21.724 0.159 0.228 -0.679
Si 10.188 10.133 21.523 0.082 0.239 -0.65
Si 11.857 11.908 21.751 0.019 0.086 0.137
Si 12.651 -3.567 23.898 -0.234 -0.418 -0.541
Si 11.324 -1.391 32.515 0.063 -0.105 0.116
Si 12.874 0.878 24.625 0.123 0.032 -0.053
Si 3.438 -4.313 29.905 0.44 -0.214 -0.323
Si 12.188 4.139 28.455 0.004 -0.046 0.029
Si 14.42 5.522 33.156 -0.089 0.012 0.625
Si 4.823 6.825 28.731 0.052 0.13 -0.043
Si 10.281 1.33 31.838 0.105 0.127 -0.068
Si 12.687 11.094 26.633 0.04 0.046 0.014
Si 6.575 2.269 25.949 -0.073 0.155 0.076
Si 3.419 9.578 31.033 -0.003 0.084 0.085
Si 4.187 3.591 22.26 0.1 0.023 0.07
Si 8.885 8.349 23.357 -0.021 -0.05 -0.025
Si 2.029 1.839 23.781 -0.036 -0.011 0.01
Si 7.743 -3.866 29.221 -0.021 -0.15 0.022
Si 12.566 6.314 24.82 -0.068 -0.003 -0.119
Si 2.552 7.357 32.788 -0.017 0.02 -0.002
Si 13.747 3.648 25.925 -0.095 0.077 -0.1
Si 7.087 11.865 23.962 -0.294 -0.194 -0.631
Si 7.064 9.439 33.252 -0.256 -0.306 0.505
Si 12.629 9.826 33.431 0.248 0.276 0.511
Si 1.434 11.583 24.216 -0.051 -0.009 -0.052
Si 4.151 -2.192 31.698 0.017 -0.151 0.002
Si 8.993 -2.781 31.751 0.076 0.025 0.139
Si 0.052 4.01 24.54 -0.032 -0.042 -0.354
Si 12.918 -3.891 29.275 0.031 -0.077 -0.149
Si 9.42 4.215 0.13 0.202 -0.075 0.611
Si 5.096 9.213 26.636 -0.078 0.067 0.167
Si 9.061 8.577 28.325 0.031 -0.089 -0.038
Si -0.004 8.829 24.225 0.223 -0.57 -0.237
Si 4.304 10.711 24.232 0.253 -0.354 -0.461
Si 8.264 0.896 28.245 0.065 -0.02 0.002
Si 14.876 -1.391 23.743 0.104 0.222 -0.704
Si 14.177 -0.812 32.958 -0.032 0.096 0.095
Si -0.738 -3.763 30.641 0.027 0.103 -0.072
Si 4.423 -0.161 29.746 -0.021 0.038 0.018
Si 11.126 1.191 28.78 0.028 -0.008 0.024
Si 5.273 10.831 29.194 -0.503 0.382 0.14
Si 10.48 11.006 28.572 0.015 0.049 -0.024
Si 6.006 11.57 1.301 0.349 0.004 0.502
Si 5.551 5.007 26.472 0.106 -0.039 0.011
Si 4.999 2.468 30.997 -0.044 -0.111 0.033
Si 14.328 8.384 26.419 -0.069 0.07 -0.054
Si 5.56 -4.028 33.608 0.274 0.321 0.475
Si 2.192 3.439 30.559 0.013 -0.093 0.101
Si 12.836 -1.261 28.051 0.018 0.025 -0.011
Si 11.14 -1.361 25.469 0.041 -0.056 0.151
Si 10.306 6.036 26.825 0.023 0.074 -0.102
Si 6.099 -0.411 25.005 -0.051 0.119 0.088
Si -0.377 -1.486 28.373 -0.118 0.002 0.136
Si 8.611 -1.584 23.973 0.515 0.115 -0.553
Si 3.22 -0.972 24.146 -0.231 -0.047 -0.78
Si 1.111 6.771 23.757 -0.463 0.4 -0.441
Si 7.923 9.41 25.693 -0.052 0.12 0.055
Si 14.962 1.354 8.158 -0.022 -0.001 0.002
Si 1.368 4.044 8.151 -0.009 -0.002 0.003
Si 14.984 6.753 8.18 0.002 -0.001 0.014
Si 1.428 9.525 8.149 0.014 0.015 0.014
Si 14.983 12.256 8.18 0.002 -0.002 -0.013
Si 1.369 14.95 8.15 -0.001 0.018 0.002
Si 4.058 1.368 8.141 0.007 0.017 -0.002
Si 6.777 4.106 8.143 0.011 0.007 0.003
Si 4.103 6.812 8.151 -0.009 -0.001 0.005
Si 6.785 9.504 8.139 -0.006 -0.013 -0.003
Si 4.079 12.227 8.125 0.004 -0.002 0.008
Si 6.753 14.952 8.148 0.001 -0.015 -0.006
Si 9.502 1.379 8.166 0.02 0.008 0.006
Si 12.245 4.078 8.159 -0.014 -0.026 -0.003
Si 9.492 6.826 8.151 0 -0.008 0.001
Si 12.224 9.521 8.189 -0.008 -0.018 0.012
Si 9.495 12.243 8.213 -0.004 0.004 0.009
Si 12.248 14.988 8.197 0.012 0.017 0.008
Si 13.604 0.019 9.544 -0.019 0.014 0.009
Si 0.005 2.705 9.522 0.008 -0.015 -0.005
Si 13.608 5.42 9.539 0.013 -0.012 0.007
Si 0.034 8.159 9.495 0.006 -0.003 -0.005
Si 13.612 10.884 9.519 0.005 -0.004 0.008
Si 0.009 13.615 9.535 -0.021 0.018 0.009
Si 2.723 -0.008 9.513 0.017 -0.021 0.009
Si 5.417 2.738 9.497 -0.024 0.012 0.002
Si 2.733 5.436 9.488 -0.004 -0.001 0
Si 5.449 8.158 9.526 0.008 -0.011 0.009
Si 2.753 10.878 9.531 -0.003 -0.023 0
Si 5.417 13.585 9.518 -0.001 0.009 0.009
Si 8.136 -0.006 9.5 -0.017 0.003 -0.013
Si 10.873 2.731 9.522 0.002 0.021 0.012
Si 8.148 5.451 9.51 0.016 -0.013 0.004
Si 10.852 8.169 9.533 -0.023 0.016 0.004
Si 8.128 10.865 9.53 0.013 0.008 0
Si 10.882 13.608 9.532 0.028 -0.013 -0.005
Si 14.958 -1.356 10.891 0.006 0.011 0.002
Si 1.36 1.347 10.881 -0.018 0.007 0
Si 14.978 4.068 10.893 -0.002 -0.016 0.013
Si 1.391 6.801 10.861 -0.002 -0.016 -0.009
Si 14.982 9.519 10.859 -0.009 0.007 0
Si 1.372 12.239 10.876 0.002 0.002 -0.01
Si 4.071 -1.367 10.883 -0.012 0.006 0.009
Si 6.778 1.365 10.853 0.007 0.022 0
Si 4.081 4.093 10.875 -0.002 0.001 0.008
Si 6.8 6.803 10.89 -0.007 0.008 0.001
Si 4.103 9.515 10.896 0.018 0.003 0.01
Si 6.776 12.224 10.889 -0.005 -0.017 0.001
Si 9.501 -1.359 10.873 0.009 -0.005 -0.006
Si 12.231 1.37 10.886 0.015 -0.016 0.005
Si 9.509 4.096 10.869 -0.001 0.007 0.006
Si 12.232 6.801 10.871 -0.002 -0.005 0.003
Si 9.5 9.527 10.898 0.003 -0.006 0.002
Si 12.244 12.245 10.879 -0.002 0.01 -0.001
Si 0.004 -0.014 12.249 -0.009 -0.005 0.002
Si 2.718 2.73 12.223 -0.005 -0.003 -0.021
Si 0.035 5.448 12.227 0.01 0.024 -0.009
Si 2.75 8.143 12.246 -0.011 0.001 -0.013
Si 0.011 10.88 12.235 0.007 -0.005 0.002
Si 2.721 13.589 12.25 -0.006 0.003 0.002
Si 5.432 0.005 12.233 0.002 -0.012 0.001
Si 8.14 2.726 12.211 0.008 -0.006 -0.015
Si 5.446 5.441 12.252 -0.003 0.003 0
Si 8.141 8.173 12.258 0.016 -0.004 -0.003
Si 5.443 10.865 12.279 -0.007 -0.007 0.014
Si 8.154 13.583 12.23 -0.007 -0.006 -0.011
Si 10.856 0.006 12.231 0.006 0.011 0
Si 13.61 2.71 12.241 -0.002 0.015 0.007
Si 10.861 5.456 12.234 -0.003 -0.013 0.002
Si 13.603 8.174 12.214 0.005 -0.01 0
Si 10.877 10.893 12.238 0.014 0.004 -0.005
Si 13.591 13.604 12.245 0 -0.006 0.003
O 10.243 9.457 28.996 0.235 -0.338 0.563
O 7.387 1.429 27.032 -0.04 -0.237 -0.115
O 13.141 2.784 0.018 0.2 0.087 -0.238
O 2.813 -0.149 29.589 -0.114 -0.439 -0.122
O 12.829 -0.995 32.089 0.117 0.215 -0.656
O 4.099 15.062 0.963 0.11 0.234 -0.44
O 1.323 7.92 33.704 -0.576 -0.273 -0.393
O 3.817 3.497 30.621 0.363 0.476 0.04
O 12.542 4.588 29.96 0.399 -0.107 0.017
O 8.703 9.624 33.309 0.381 -0.306 0.248
O 11.895 6.657 0.9 0.219 -0.038 0.27
O 1.676 3.47 32.104 0.383 0.086 0.171
O 11.895 -1.815 26.833 -0.201 -0.203 -0.015
O 3.649 4.236 20.888 0.32 -0.121 -0.183
O 10.946 2.361 21.465 -0.111 0.266 0.601
O 6.968 6.04 22.265 -0.2 -0.571 -0.281
O 6.767 11.239 29.689 0.362 -0.299 0.425
O 13.455 11.958 27.794 0.429 0.145 -0.12
O 12.378 0.24 28.424 0.267 0.457 0.137
O 6.448 10.962 33.273 -0.066 0.081 -0.225
O 2.708 6.874 24.038 0.193 0.281 -0.017
O 12.439 6.71 23.257 -0.053 0.012 0.334
O 1.647 2.153 29.735 -0.024 0.247 -0.45
O 12.468 1.306 23.135 0.392 0.35 -0.089
O 15.103 9.148 23.176 -0.088 -0.012 0.326
O 3.321 6.655 29.272 -0.062 0.365 0.066
O 14.053 -0.226 24.538 0.022 0.059 0.346
O 16.138 2.908 0.007 -0.238 -0.182 0.292
O 5.177 7.266 23.643 -0.128 0.389 0.224
O 7.968 10.775 24.82 0.499 0.001 -0.089
O 4.711 7.98 27.592 -0.42 -0.175 -0.199
O 8.775 4.817 23.708 0.556 -0.497 0.025
O 2.373 -1.88 25.195 0.145 -0.337 0.45
O 8.279 -1.735 32.756 -0.04 -0.108 -0.232
O 0.252 9.52 28.453 -0.246 0.164 -0.714
O -0.692 4.508 32.739 0.172 0.208 -0.12
O 13.476 9.353 32.128 0.104 0.416 -0.27
O 3.108 2.533 22.803 0.07 -0.107 -0.159
O -0.117 -1.595 24.632 0.314 0.259 -0.049
O 5.021 1.337 29.833 0.146 0.065 -0.46
O 13.025 5.049 32.453 -0.395 -0.466 0.083
O 9.84 9.594 23.038 0.303 0.05 0.365
O 15.907 5.501 0.13 -0.483 0.272 -0.156
O 12.98 4.753 25.006 -0.189 -0.132 -0.312
O 3.52 6.368 33.651 -0.034 -0.441 -0.098
O 14.082 -2.821 23.692 0.135 -0.365 -0.17
O 13.706 7.225 25.498 0.355 0.04 -0.209
O 11.413 2.73 28.455 -0.032 -0.021 -0.391
O 5.54 3.38 26.517 -0.487 -0.3 0.106
O -0.977 3.705 25.73 0.1 0.079 0.441
O 11.258 10.635 33.037 0.157 0.113 -0.413
O -1.231 8.375 30.347 -0.025 0.415 0.297
O 4.688 1.868 32.469 -0.606 -0.095 0.173
O 9.835 0.717 27.921 0.209 -0.246 -0.423
O -0.652 8.914 25.7 0.196 0.17 0.571
O 6.751 8.698 31.839 -0.24 -0.163 -0.339
O 4.714 9.508 30.032 0.343 -0.298 0.063
O 6.545 0.249 33.43 -0.049 0.079 -0.383
O 1.327 2.997 24.677 0.326 0.143 0.642
O 6.466 3.135 31.096 0.012 0.496 0.186
O 13.254 2.166 25.501 -0.014 -0.159 0.076
O 9.525 -1.408 25.336 -0.187 0.079 0.404
O 9.403 7.021 22.599 0.606 -0.04 -0.15
O 11.07 2.572 32.52 0.364 0.119 -0.463
O 0.817 1.211 22.931 -0.21 0.01 0.338
O 3.071 -1.884 32.838 -0.302 -0.228 -0.002
O 4.058 9.633 25.456 -0.615 -0.345 0.105
O 8.693 1.734 31.84 -0.272 -0.371 0.203
O 7.933 8.325 29.436 -0.23 0.361 -0.005
O 11.57 0.179 25.263 -0.374 0.388 0.207
O 7.72 3.027 25.11 0.193 -0.181 -0.233
O 10.806 1.051 30.353 0.282 -0.05 0.168
O 9.125 11.883 28.626 0.12 0.068 -0.545
O 1.324 0.13 33.141 0.107 0.437 0.413
O 0.548 5.543 24.681 0.046 0.246 0.593
O 8.845 4.107 30.669 0.283 -0.063 -0.64
O 4.791 -1.155 24.472 0.081 -0.515 -0.244
O 6.89 5.443 25.647 0.22 0.375 -0.262
O 5.303 -3.195 32.226 0.16 -0.112 -0.132
O 0.143 11.241 30.387 -0.287 -0.041 0.292
O -0.358 1.911 32.186 -0.527 -0.028 -0.359
O 9.31 4.887 26.282 0.164 -0.257 0.369
O 3.274 11.171 31.341 0.065 0.219 0.496
O 5.571 2.806 21.922 0.245 -0.008 0.339
O 3.383 -2.782 30.381 -0.38 0.499 -0.285
O 0.551 -2.038 27.177 0.149 0.092 -0.007
O 0.658 6.99 29.141 0.009 -0.325 -0.341
O 9.125 -4.277 32.337 -0.394 -0.136 -0.384
O -0.363 -2.548 29.617 0.348 -0.024 0.068
O 3.04 11.718 24.247 0.138 0.466 0.027
O 6.435 8.834 25.833 -0.011 -0.568 -0.454
O -0.772 3.888 23.13 -0.322 -0.465 0.088
O 8.088 2.024 29.353 -0.195 0.127 -0.075
O 4.347 4.792 23.311 0.113 -0.107 0.083
O 1.087 10.02 24.131 0.428 -0.329 -0.165
O 0.793 12.352 25.481 -0.221 -0.439 0.274
O 5.445 5.514 27.995 -0.03 -0.453 0.448
O 12.796 7.098 30.835 -0.338 0.329 -0.507
O 2.02 9.267 30.252 -0.329 -0.612 -0.035
O 9.547 7.203 27.645 -0.249 -0.221 0.158
O 10.492 -2.239 31.418 0.389 0.009 -0.719
O -0.464 -3.458 32.205 0.149 0.086 -0.032
O 7.663 -0.535 28.677 0.475 -0.339 0.59
O 13.472 3.943 27.492 0.31 0.214 0.34
O 12.594 -2.306 29.252 -0.365 0.073 0.648
O 2.216 11.516 28.908 0.053 0.055 -0.452
O 13.865 13.473 0.228 -0.075 -0.265 -0.141
O 14.765 7.736 27.833 -0.025 -0.356 0.231
O 14.025 -4.149 30.414 -0.204 -0.167 0.377
O 11.121 11.071 27.075 -0.497 0.166 -0.368
O 5.869 0.518 0.251 -0.452 0.216 -0.279
O 11.619 -2.372 24.292 -0.26 0.321 -0.42
O 3.518 8.585 32.285 0.307 0.228 0.309
O 0.274 -0.068 28.838 -0.142 0.359 -0.099
O 6.88 -2.985 28.166 -0.381 -0.296 -0.247
O 8.485 9.577 27.185 -0.011 0.39 0.062
O 8.807 8.256 24.962 0.448 -0.443 0.317
O 8.087 6.533 31.339 -0.142 0.044 0.026
O 1.652 4.714 29.756 -0.209 -0.047 -0.289
O 11.279 5.322 27.875 0.105 0.312 0.215
O 8.081 -2.881 30.442 -0.089 0.568 0.114
O 4.317 5.693 25.695 -0.419 0.028 0.392
O 7.363 -0.536 24.003 -0.161 0.425 -0.21
O 12.811 11.724 25.15 -0.021 -0.41 -0.246
O 5.332 10.482 27.615 0.302 0.464 -0.355
O -0.926 -0.618 31.912 0.112 -0.196 -0.581
O 14.442 -1.243 27.787 0.052 -0.004 -0.595
O 2.767 0.579 24.478 0.214 0.225 0.317
O -1.581 7.023 32.592 0.268 0.375 0.06
O 10.512 -0.006 32.71 -0.173 0.022 0.412
O 0.9 12.355 22.901 -0.385 0.147 0.171
O 5.747 1.168 25.12 -0.501 0.271 -0.052
O 11.162 6.606 25.573 -0.27 0.555 -0.308
O 5.584 11.677 24.614 0.055 0.524 0.538
O 10.638 5.754 31.52 -0.011 0.252 0.042
O 7.923 -3.064 24.092 0.067 -0.224 0.286
O 7.348 8.594 22.85 -0.166 0.382 -0.086
O 1.923 6.624 31.507 -0.236 -0.388 -0.037
O 5.795 7.025 30.013 -0.115 -0.243 0.349
O 5.074 -0.999 28.532 -0.45 -0.321 -0.44
O 11.573 11.604 29.61 -0.209 -0.033 0.626
O 6.514 -1.149 26.37 0.341 -0.152 0.042
O 13.276 9.591 26.619 -0.206 -0.093 0.146
O 4.835 -0.842 31.159 0.443 0.416 0.11

Results
total energy: -101648.698 eV
total energy less fixed offsets of O -438.35, Si -107.03 eV per atom: 4.502 eV
